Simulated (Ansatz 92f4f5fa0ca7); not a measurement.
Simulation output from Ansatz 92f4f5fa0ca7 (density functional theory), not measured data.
Periodic cell of 284 atoms, Si144O100H32N8, with a vacuum gap, from a study of silicon, its oxide and their interface. The atomic structure is a simulated model.

Settings
functional: r2SCAN
potential files: Ansatz PAW
basis: plane waves
wave-function cutoff: 800 eV
density cutoff ratio: 5
exchange-correlation grid ratio: 1
k mesh: 1 x 1 x 1, shifted by 0.5 0.5 0 of a step
self-consistency stop: 1e-11 eV per atom in the density residual
occupations: fixed
spin: none
net charge: 0
applied field: sawtooth along c, amplitude -0.015 V/angstrom in the program's sign convention, ramp centred at 0.9896 of c and 0.0207 of c wide, no dipole correction

Cell vectors (angstrom)
a 10.888 0 0
b 0 10.888 0
c 0 0 48.2328

Atoms and the computed forces on them: element, x, y, z (angstrom), force x, y, z (eV/angstrom)
Si 0.2383 -0.3703 34.5347 -0.0114 0.0069 -0.0176
Si 2.1273 3.2405 34.6832 0.015 -0.012 -0.0235
Si 0.3538 4.9634 34.8226 -0.023 0.0129 -0.024
Si 2.4868 8.3039 34.3848 0.0079 -0.0059 -0.022
Si 5.6423 -0.2512 34.6297 0.0061 0.0007 -0.026
Si 8.0491 2.8678 34.6469 0.005 -0.0009 -0.017
Si 5.4975 4.7302 34.2378 -0.0009 0.0074 -0.0412
Si 7.8942 8.3319 34.5215 -0.0027 0.0005 -0.0216
Si 1.3017 1.3259 35.7881 -0.0069 -0.0012 -0.011
Si 4.0116 3.9477 35.8695 -0.0064 0.0061 -0.0091
Si 1.4278 6.7544 35.8594 0.0002 -0.0021 -0.0146
Si 4.0045 9.4717 35.8099 0.0028 -0.0018 -0.0044
Si 6.8277 1.3111 35.9114 0.0027 0.0026 -0.0088
Si 9.5354 3.99 36.048 0.0018 -0.0082 -0.0177
Si 6.8147 6.8474 35.9183 -0.0007 0.001 -0.0153
Si 9.5718 9.3883 35.8326 0.0011 0.0011 -0.015
Si -0.0011 2.5914 37.3149 -0.0159 0.0013 0.0042
Si 2.6933 -0.0072 37.1749 0.0071 -0.0019 0.0091
Si -0.0046 8.0535 37.2312 -0.0077 0 0.0061
Si 2.8289 5.469 37.2355 0.0113 -0.0066 0.008
Si 5.4071 2.6305 37.2457 0.0005 -0.0066 0.0072
Si 8.2264 -0.0731 37.21 0.0035 0.0144 0.0029
Si 5.4102 8.1804 37.2499 0.0053 -0.0131 0.0047
Si 8.1235 5.4093 37.2601 -0.0009 0.007 0.0096
Si 1.4044 4.064 38.5456 -0.0264 -0.0198 0.0234
Si 4.0537 1.303 38.6007 0.0007 0.0104 0.0163
Si 1.3297 9.5084 38.5419 -0.0158 -0.0049 0.0213
Si 4.102 6.8228 38.639 -0.0062 0.0165 0.014
Si 6.7558 4.0381 38.588 0.0071 -0.0008 0.0227
Si 9.5197 1.2719 38.6489 -0.0077 -0.0049 0.0043
Si 6.8128 9.5158 38.5774 0.0019 0.0014 0.0252
Si 9.5028 6.753 38.6139 0.0055 0.005 0.0086
Si 0.0127 -0.0501 39.9818 0.0001 0.01 0.1835
Si 2.7373 2.7284 39.9472 0.0327 -0.0264 0.1838
Si 0.0126 5.395 39.9301 -0.0209 0.0239 0.1729
Si 2.6942 8.1836 39.9352 0.0294 -0.0285 0.1731
Si 5.4517 -0.0163 39.9414 0.0011 -0.0047 0.1801
Si 8.1511 2.6875 39.9363 0.0033 0.0112 0.1704
Si 5.4464 5.4364 39.9605 0.0203 -0.0198 0.1979
Si 8.1511 8.1387 39.9512 0.0036 -0.008 0.1808
Si 1.362 1.3799 41.2947 0.0199 -0.1665 0.3132
Si 4.0906 4.1009 41.3224 -0.0412 -0.1091 0.2813
Si 1.3396 6.8092 41.2821 0.0572 -0.0728 0.2488
Si 4.0744 9.5339 41.289 0.0137 -0.0683 0.314
Si 6.7944 1.3529 41.3053 -0.0181 0.0158 0.3257
Si 9.5279 4.0478 41.29 0.0162 -0.0206 0.2343
Si 6.7946 6.7851 41.3246 0.1292 0.0073 0.2919
Si 9.5108 9.4905 41.3145 0.0945 0.0151 0.3654
Si -0.0048 2.7163 6.9499 -0.0117 0.0604 -0.1945
Si 2.7505 0.0538 6.9071 -0.1379 0.0213 -0.3852
Si -0.0265 8.1366 6.9434 0.0037 0.1585 -0.2824
Si 2.728 5.5001 6.9241 -0.0822 0.0481 -0.2969
Si 5.4823 2.7527 6.9347 0.0078 -0.0384 -0.3421
Si 8.1515 -0.0204 6.927 0.0099 -0.0044 -0.3112
Si 5.4262 8.1822 6.9293 -0.0403 0.115 -0.2921
Si 8.1694 5.4119 6.9245 -0.0292 0.0226 -0.3031
Si 1.3553 4.1544 8.2545 -0.0016 -0.0133 -0.1699
Si 4.1221 1.4194 8.2739 -0.0006 0.0109 -0.1853
Si 1.3519 9.5779 8.1988 -0.0295 0.015 -0.1831
Si 4.0684 6.8742 8.3201 -0.0103 -0.0142 -0.1751
Si 6.8618 4.0575 8.3394 -0.0139 0.0065 -0.1722
Si 9.5096 1.3247 8.2875 0.0065 0.0176 -0.1841
Si 6.7818 9.5311 8.3003 -0.002 -0.0084 -0.1788
Si 9.4702 6.781 8.3015 -0.026 0.0384 -0.1833
Si -0.0115 -0.0403 9.6152 0.0226 -0.0042 -0.0178
Si 2.7591 2.8277 9.5714 0.0086 0.0135 -0.012
Si -0.0306 5.4626 9.6484 0.0229 -0.0033 -0.0247
Si 2.6877 8.3298 9.6194 0.0063 0.0015 -0.0182
Si 5.4833 0.0703 9.6484 -0.0036 -0.0076 -0.0253
Si 8.2153 2.6493 9.7298 -0.011 -0.001 -0.0291
Si 5.4927 5.4954 9.6098 0.0054 -0.0013 -0.0161
Si 8.102 8.1424 9.6733 -0.0009 -0.0051 -0.0185
Si 2.6932 0.3594 12.3213 -0.0038 0.0012 0.0122
Si 4.1159 4.2063 10.9472 -0.004 -0.0069 -0.0091
Si 1.1974 7.0427 10.889 0.0062 -0.0104 -0.0097
Si 4.0297 9.7495 10.9922 -0.0031 -0.0044 -0.0051
Si 6.8581 1.2885 11.1481 -0.0094 0.0118 -0.0031
Si 9.6543 3.97 11.0523 -0.0022 0.0052 -0.0101
Si 6.7717 6.7989 11.1007 -0.0004 0.0018 -0.0039
Si 9.5122 9.4597 10.9951 0.0045 0.0048 -0.0011
Si 0.3125 2.7043 12.4214 0.0069 0.0054 0.0086
Si 1.368 1.4321 10.8098 -0.0021 -0.004 -0.0034
Si -0.1271 8.1907 12.546 -0.0008 0.0042 0.0168
Si 2.6614 5.7485 12.0499 0.0019 0.0021 0.0152
Si 5.4952 2.8194 12.3155 0.0042 0.0022 0.0093
Si 8.2326 -0.215 12.4941 -0.0065 -0.0193 -0.0033
Si 5.257 8.2807 12.3198 0.002 0.0009 0.0094
Si 8.2924 5.3252 12.3398 -0.008 0.0013 0.0169
Si 1.612 4.3557 13.4867 0.0002 -0.0006 -0.015
Si 3.796 2.1053 13.7047 0.0049 0.0058 -0.023
Si 1.3122 9.8234 13.5918 0.0089 -0.0083 -0.0199
Si 3.4143 7.4111 13.5091 -0.0018 -0.0054 -0.03
Si 6.8845 4.0428 13.7267 -0.0039 0.0004 -0.0266
Si 10.4823 1.3501 14.2577 -0.0047 0.0057 -0.0279
Si 6.9591 8.994 13.6868 -0.0089 -0.0136 -0.019
Si 9.8463 6.2244 13.8669 -0.0056 0.0036 -0.0263
Si 5.7867 1.3516 20.479 0 -0.0056 -0.0548
Si 1.0898 14.2901 24.5817 0.009 0.003 -0.0654
Si 9.4783 -3.9313 29.8449 -0.0004 -0.0063 -0.0686
Si 19.2848 -8.4893 16.0622 0.0028 0.0033 -0.0546
Si 10.8638 4.0356 15.8848 -0.0034 0.0013 -0.0438
Si -4.8093 3.4475 22.8769 0.0018 0.0061 -0.0691
Si 12.6854 -0.7155 26.9077 -0.0076 0.0045 -0.0621
Si -4.7784 -20.1418 25.3739 0.011 0.0029 -0.073
Si 12.0774 -10.9348 16.5746 0.0088 0.0025 -0.0569
Si 1.8637 3.081 28.9594 0.0002 0.0108 -0.0675
Si 6.9571 -4.1124 14.904 0.0042 0.005 -0.0349
Si 20.2391 6.287 16.7996 -0.007 -0.0069 -0.0526
Si 27.3246 -14.4476 20.3293 -0.0047 0.0068 -0.0617
Si 24.5173 7.0682 31.5032 -0.0077 0.0022 -0.0566
Si 17.9286 -13.8902 17.6536 0.0012 -0.006 -0.0648
Si 35.8042 -7.0083 22.5624 0.0122 -0.0032 -0.0635
Si -2.7009 2.758 19.0504 0.007 0.0011 -0.0665
Si -23.7786 -5.3866 27.1041 -0.003 0.0003 -0.0671
Si 17.8723 -11.215 16.4268 -0.005 -0.0051 -0.0515
Si 12.0144 7.6816 25.609 -0.0091 -0.0093 -0.0576
Si 11.2989 19.1308 17.9931 0.0059 -0.0072 -0.0509
Si 16.8745 2.3785 29.7341 0.0064 -0.0015 -0.0702
Si -4.5645 -0.0657 31.8359 0.0002 0.0104 -0.0542
Si -6.4713 -3.0998 16.1683 0.009 -0.0047 -0.048
Si 4.1821 -10.8706 16.1139 -0.0005 0.007 -0.0431
Si 7.8659 -11.4429 24.4793 -0.0086 -0.0124 -0.0716
Si 11.9639 16.7273 23.114 0.0022 -0.0016 -0.0608
Si 18.952 -8.2968 27.5828 0.0053 -0.0069 -0.0618
Si -12.6017 -9.8805 32.4595 -0.001 0.0013 -0.0498
Si 4.2808 -16.7541 15.0275 0.0048 -0.0023 -0.0409
Si 13.8474 17.9248 18.8607 0.0005 0.0005 -0.0544
Si 10.9876 5.2987 31.8861 -0.0044 0.0031 -0.056
Si 7.4975 5.1865 21.0052 -0.0039 -0.0045 -0.0588
Si -18.7954 13.183 19.8105 -0.0095 -0.0059 -0.0647
Si 13.6565 15.1567 17.4821 -0.0014 0.0061 -0.0573
Si 0.0688 -9.6999 19.2284 0.0003 -0.0008 -0.0504
Si 7.186 -3.0213 31.5272 0.0023 -0.0036 -0.0525
Si 14.8098 -9.3243 27.3735 0.0034 -0.0091 -0.0666
Si 9.6706 18.0287 22.0388 -0.0067 0.0086 -0.0704
Si 16.144 -5.6038 31.2126 0.0054 -0.0083 -0.0546
Si 12.7492 13.7825 31.7402 -0.0039 -0.0059 -0.0669
Si 10.2214 1.1401 25.9337 -0.0072 -0.0003 -0.0648
Si 11.9772 -1.9957 29.6766 -0.0041 0.0058 -0.0695
Si -12.1089 20.3907 20.219 0.0092 0.007 -0.0641
Si -9.838 15.9796 26.9721 0.005 0.0046 -0.0667
Si -1.9093 -3.2492 25.1131 -0.0032 0.0076 -0.0663
Si 6.9808 -1.2238 21.5111 -0.0104 -0.009 -0.0641
Si 22.1555 0.9462 30.4971 0.0074 -0.0031 -0.0546
O 1.4446 -4.7541 31.6447 0.0005 -0.0019 0.0214
O 12.378 -9.2317 19.8524 0.0054 0.0045 0.0206
O 2.7964 2.6417 27.7402 -0.0111 0.0068 0.0402
O 7.4963 35.1095 29.1007 -0.0172 -0.0008 0.0437
O -7.7464 21.921 27.2017 0.0017 0.006 0.0195
O -5.5906 0.1859 33.0822 -0.0075 -0.0018 0.0429
O -0.3546 27.2616 33.42 0.0052 -0.0035 0.039
O 9.8092 16.6587 30.9031 0.01 -0.0107 0.0344
O 3.101 7.6543 32.9952 -0.0039 0.0128 0.0486
O 19.4424 6.4006 21.1406 0.0156 0.0054 0.0213
O 16.4933 -6.9775 30.3165 -0.006 0.022 0.0321
O 9.7216 2.2445 19.2652 0.0009 -0.003 0.0205
O 10.2981 11.0515 33.2452 0.0136 -0.0102 0.0376
O 12.3527 1.3308 31.6485 0.0025 0.0052 0.0275
O 22.2613 0.1807 26.5576 0.0136 -0.0084 0.0178
O 4.9757 4.7645 32.7164 0.0007 -0.0044 0.0478
O 21.2511 -5.8359 26.666 -0.0017 0.0012 0.0239
O -4.7628 -2.6202 21.5364 0.01 0.0114 0.026
N -2.1928 6.4834 15.2198 0.0059 -0.0018 0.0385
O 4.9885 1.7863 28.5806 0.0147 0.0102 0.0379
O 10.9813 13.0962 24.9768 -0.0092 -0.009 0.0242
O 11.1976 -10.1111 17.6683 -0.0082 0.01 0.0417
O 16.4279 0.191 17.0065 0.005 0.0011 0.0171
O -14.1642 -12.3978 17.34 0.0022 -0.0037 0.0233
O -2.7998 0.8273 16.3051 -0.0021 0.0011 0.0222
O 13.2415 8.5911 13.9536 0.005 -0.002 0.0145
O -4.8009 27.5914 20.5129 0.0089 -0.0097 0.0233
N -0.8262 13.4002 15.5266 -0.0047 0.0028 0.0279
N 3.7372 6.6743 15.0312 0.0038 0.0038 0.0286
O 17.3352 -21.6295 24.8325 -0.0066 0.0108 0.0215
O 12.8518 -12.7123 25.7242 0.0025 0.0133 0.0324
N 0.2296 5.0587 14.4717 -0.0004 0.0028 0.0201
N -4.7834 7.399 16.3015 0.0019 0.0064 0.0412
N 14.0975 -7.1144 14.1921 -0.0077 -0.0083 0.0219
O 29.7244 -3.1052 32.9744 0.0079 0.0054 0.0502
O 35.1433 5.3471 22.5214 -0.0094 0.0032 0.0268
O -6.9566 -3.6591 20.1527 0.0119 -0.0014 0.0246
N 22.4768 0.0951 14.8901 -0.0022 0.0013 0.0266
O 1.3672 7.0379 24.1529 0.0035 0.0163 0.0423
O 1.4316 -6.9839 16.615 0.0155 0.0013 0.0236
O 15.0602 9.3297 15.6734 -0.001 -0.0001 0.0194
O 6.2606 9.2325 31.3779 -0.001 0.0037 0.017
O 4.0879 4.5463 16.5738 -0.0129 -0.0057 0.0348
O 3.7236 -3.2033 17.6052 -0.0139 -0.0032 0.0398
O 10.0453 8.6126 21.5051 -0.0015 -0.0175 0.035
O 19.1704 17.3281 25.9401 0.0006 -0.017 0.0392
O -12.9708 -8.5427 33.2901 -0.0071 0.0107 0.0293
O 17.5607 10.0177 14.9419 0.0069 0.0135 0.0396
O 21.3781 -10.8966 20.2123 -0.0042 -0.0089 0.0129
O -8.2234 -7.6076 30.373 -0.0014 -0.0006 0.0436
O -4.9867 -8.4653 21.6637 0.002 0.0115 0.0411
O -4.9754 -0.0939 21.1551 0.0043 -0.0053 0.0182
O 1.0397 -12.4906 16.9512 -0.0055 -0.0093 0.0258
O 8.008 -1.9706 25.2363 0.003 -0.0045 0.0191
N 16.865 -5.6084 14.5464 -0.0045 0.0059 0.018
O 27.9258 -2.9289 18.9735 -0.0135 -0.0058 0.0468
O 12.4375 -3.086 19.058 0.0013 -0.0009 0.0119
O 9.8407 -17.0267 16.924 -0.0008 0.0008 0.0214
O 24.8987 3.0133 18.3909 0.0026 -0.0131 0.0431
O 10.7382 -3.8117 17.0385 0.0102 0.0136 0.0277
O 6.498 2.7066 24.2393 -0.0004 -0.017 0.0447
O 7.9739 -7.8135 17.4754 -0.0028 0.0004 0.0404
O 18.9574 -1.2013 20.3097 -0.0071 0.0011 0.0313
O 2.2934 2.9291 23.5917 -0.0174 -0.0038 0.0348
O 14.8024 17.0417 30.8344 -0.0018 0.0026 0.0195
O 27.5704 6.2329 34.7639 -0.0011 -0.0005 0.0174
O 18.8976 4.1003 19.9318 -0.0074 0.0171 0.0386
O -2.669 -4.1136 17.8472 -0.0046 0.0039 0.0349
O -1.723 -10.3103 13.6243 0.0093 0.0053 0.0038
O 7.4993 3.022 14.8619 0.0111 -0.0112 0.0257
O 12.632 -6.7676 25.8809 -0.0024 0.011 0.0346
O 16.8683 -9.7298 30.8197 0.0024 -0.0218 0.0386
O -8.3255 -5.3737 18.4934 0.0005 0.0068 0.0264
O -23.1697 23.6824 27.1899 -0.0086 0.0092 0.0352
O -6.6002 1.1296 14.9337 0.0021 -0.0151 0.0338
O -6.2916 1.8092 25.9167 -0.0162 -0.0014 0.0436
O 1.3586 9.441 33.978 0.0033 -0.0046 0.0099
O 17.9175 -9.2092 19.4726 -0.016 -0.0034 0.0263
O 0.467 -7.1534 31.6892 -0.0012 0.0041 0.0238
O 7.7846 10.0034 22.8854 0.0097 0.0112 0.053
O -0.0608 -3.1104 29.557 0.0004 0.0013 0.0273
O 22.5426 1.8913 29.2184 -0.0065 -0.0097 0.0249
O 24.8767 3.2802 21.077 0.0008 0.0177 0.0547
O 8.3602 -13.8113 30.4187 -0.0156 0.0057 0.0302
O 13.6479 -10.5586 16.8288 -0.0039 -0.0018 0.0114
O 13.218 -2.574 30.5455 0.0117 -0.0134 0.0334
O 9.1302 0.3669 24.9816 0.0145 0.0123 0.0229
O 21.9267 -15.4629 21.9015 0.009 -0.0047 0.0294
O 9.7759 1.3289 30.9946 -0.0108 -0.0001 0.0324
O 15.176 12.2231 19.8594 0.008 0.0018 0.0216
O 10.0403 8.7752 18.8345 -0.0122 0.009 0.03
O 18.1207 15.3903 22.4574 -0.0062 -0.0115 0.0324
O -0.4638 7.9951 25.765 0.0098 0.0013 0.0292
O 8.0154 15.0528 27.2402 -0.0023 -0.0039 0.0182
O 0.2946 15.4738 23.8016 -0.0002 -0.0101 0.0301
O -3.9745 -6.9499 34.1827 -0.0034 -0.0007 0.0106
O 26.4127 4.1218 23.103 -0.0018 -0.0007 0.0202
O 7.0316 -9.0597 26.649 0.0133 0.0071 0.0347
O 19.8025 -15.4746 28.4949 0.0079 0.018 0.0519
O -3.0294 10.9985 32.3057 0.0028 0.0013 0.0188
O -1.7184 7.2138 23.5686 -0.0058 0.0038 0.0538
O 17.3033 -4.4412 31.2303 -0.0017 0.0046 0.0184
O 11.3511 -0.6372 30.2826 -0.0041 0.0121 0.0234
O 2.6528 14.0195 33.1082 0.001 0.004 0.0504
O 12.4712 -1.6214 28.2103 -0.0081 -0.0091 0.051
O 12.4603 6.6125 26.7651 0.0014 -0.0085 0.0199
O 6.7687 20.3792 34.4281 -0.0023 0.0021 0.0139
O 12.1556 -6.3728 28.4778 0.0054 -0.0159 0.0316
H 2.2025 0.5772 42.2271 -0.2875 0.3084 -0.2359
H 0.531 2.1924 42.2271 0.3311 -0.3436 -0.2703
H 4.9253 3.2922 42.2548 -0.3101 0.2812 -0.2573
H 3.2798 4.9335 42.2548 0.238 -0.3178 -0.2697
H 0.5061 7.6191 42.2145 0.3066 -0.3576 -0.2884
H 2.1852 6.0119 42.2145 -0.2934 0.2711 -0.2688
H 3.2783 10.3806 42.2214 0.2904 -0.2949 -0.2651
H 4.8963 8.7121 42.2214 -0.3234 0.2399 -0.26
H 5.9995 2.2009 42.2378 0.2497 -0.3374 -0.2665
H 7.6113 0.5263 42.2378 -0.2854 0.2773 -0.264
H 8.7078 4.8713 42.2224 0.2781 -0.2463 -0.3032
H 10.357 3.2333 42.2224 -0.3964 0.3005 -0.2491
H 5.9813 7.6154 42.2571 0.2518 -0.2953 -0.2706
H 7.6169 5.9638 42.2571 -0.2682 0.2986 -0.2451
H 8.6944 10.3176 42.2469 0.2752 -0.2697 -0.2762
H 10.3316 8.6677 42.2469 -0.4052 0.2957 -0.2173
H 0.8262 1.9038 6.0174 -0.3064 0.2997 0.2965
H -0.8339 3.5308 6.0174 0.2985 -0.3517 0.2625
H 1.91 0.8565 5.9747 0.451 -0.1955 0.2072
H 3.5467 -0.7929 5.9747 -0.2396 0.345 0.2723
H 0.807 7.3267 6.0109 -0.4001 0.2546 0.2744
H -0.8473 8.9594 6.0109 0.2405 -0.3544 0.243
H 1.8824 6.2974 5.9916 0.4541 -0.2376 0.2241
H 3.5389 4.6675 5.9916 -0.1827 0.2947 0.3101
H 4.6475 3.5614 6.0023 0.3533 -0.153 0.279
H 6.2771 1.9048 6.0023 -0.2324 0.3691 0.2481
H 8.9679 -0.8475 5.9946 -0.294 0.2907 0.265
H 7.3346 0.8063 5.9946 0.2536 -0.3273 0.267
H 6.2394 7.3519 5.9969 -0.2351 0.2346 0.3047
H 4.6044 9.004 5.9969 0.3328 -0.3009 0.2489
H 7.3471 6.2332 5.9921 0.1468 -0.3316 0.2767
H 8.9895 4.5884 5.9921 -0.2978 0.3626 0.2559

Results
free energy: -152738.315 eV
free energy less fixed offsets of H -15.71, N -386.36, O -570.45, Si -639.56 eV per atom: -3.075 eV

The program warned: the cutoff lies below the one the program advises for these potential files; the forces do not sum to zero within the program's tolerance; empty levels may hold ghost states of the PAW files; the exchange-correlation potential is rough where the density is thin.
